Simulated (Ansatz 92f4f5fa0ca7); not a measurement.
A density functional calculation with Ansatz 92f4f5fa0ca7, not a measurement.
Periodic cell of 224 atoms, Si133O88H3, from a study of silicon, its oxide and their interface. The atomic structure is a simulated model.
Doubt: the cutoff is far below the 930 eV that the study's wrapper takes by default for these files, so forces and energies are approximate.

Settings: functional PBE; potential files Ansatz PAW; basis plane waves; wave-function cutoff 580 eV; density cutoff ratio 5; exchange-correlation grid ratio 1; k mesh 1 x 1 x 1, Gamma-centred; self-consistency stop 5e-08 eV per atom in the density residual; occupations fixed; spin none; net charge -1 e, with a uniform compensating background and no finite-size correction.

Cell vectors (angstrom)
a, 10.938, 0, 0
b, 0, 10.938, 0
c, 0, 0, 31.948

Atoms and the computed forces on them: element, x, y, z (angstrom), force x, y, z (eV/angstrom)
Si, 0.3019, 10.5406, 24.3967, -0.001, -0.0063, 0.0191
Si, 5.2272, 0.1434, 24.5258, -0.0044, 0.0071, 0.0257
Si, 2.979, 2.3406, 24.5241, 0.0057, 0.0011, 0.02
Si, 7.9384, 2.9231, 24.4996, 0.002, 0.0028, 0.0059
Si, 10.6308, 5.4205, 24.4433, 0.0006, 0.0067, 0.0181
Si, 5.7732, 5.2012, 24.4365, 0.0001, 0.0003, 0.0186
Si, 2.5927, 8.356, 24.5357, -0.0021, -0.0029, 0.0215
Si, 8.5309, 7.7751, 24.4182, 0.0003, -0.0038, 0.0066
Si, 1.3648, 1.2254, 25.8021, 0.003, 0.0006, 0.0035
Si, 6.8231, 1.3132, 25.7979, -0.0032, 0.0004, -0.0008
Si, 4.1428, 4.0243, 25.721, -0.0015, 0.0014, -0.003
Si, 9.4829, 4.0217, 25.9052, -0.0032, 0.0022, 0.0002
Si, 1.3676, 6.6732, 25.6663, 0.0019, -0.0002, -0.0043
Si, 6.9052, 6.7511, 25.8034, 0, -0.0019, -0.0023
Si, 4.0933, 9.5324, 25.8968, -0.0046, 0.0027, 0.0003
Si, 9.6144, 9.4386, 25.7091, 0.0016, 0.0031, -0.0009
Si, 2.7244, -0.0536, 27.2562, 0.0032, 0.0012, 0.0017
Si, 8.245, -0.0818, 27.0855, 0.0011, 0.0006, -0.0056
Si, 0.0077, 2.6485, 27.1411, -0.0032, -0.0037, -0.006
Si, 5.4728, 2.6892, 27.1838, -0.002, -0.006, 0.0049
Si, 2.7601, 5.391, 27.0859, -0.0024, -0.0028, -0.0068
Si, 8.1923, 5.4265, 27.2706, 0.0056, 0.0028, 0.011
Si, 0.0445, 8.0963, 27.1143, -0.0039, -0.0034, 0.0023
Si, 5.5175, 8.1419, 27.1479, 0.0014, 0.0036, -0.0042
Si, 4.0971, 1.3504, 28.5645, -0.0005, -0.003, -0.0087
Si, 9.5755, 1.299, 28.5072, -0.0028, 0.0072, 0.0001
Si, 1.3775, 4.056, 28.4887, -0.0017, 0.0057, 0.0115
Si, 6.8167, 4.0535, 28.5781, 0.0081, 0.0008, 0.0001
Si, 4.1087, 6.7836, 28.491, -0.0048, 0.0073, 0.0031
Si, 9.5996, 6.8116, 28.5503, -0.0097, -0.0054, -0.0072
Si, 1.3585, 9.484, 28.5436, -0.0012, 0.0123, 0.0018
Si, 6.8663, 9.5377, 28.5049, -0.0083, 0.0024, 0.01
Si, 0.0114, -0.0381, 29.8933, 0.0068, -0.0054, -0.0084
Si, 5.4913, -0.02, 29.8894, 0.003, -0.0046, -0.0076
Si, 2.736, 2.7317, 29.904, -0.0043, 0.0046, -0.0079
Si, 8.222, 2.698, 29.8968, 0, 0.0002, -0.0114
Si, 0.0279, 5.4401, 29.8898, 0.006, -0.0036, -0.0069
Si, 5.4652, 5.4527, 29.9057, 0.0022, 0.0008, -0.0061
Si, 2.7583, 8.1651, 29.8933, 0.0043, -0.0046, -0.0041
Si, 8.2252, 8.1904, 29.8986, 0.0008, 0.0024, -0.0086
Si, 1.3673, 1.3673, 31.2643, -0.0381, -0.1125, -0.0455
Si, 6.8362, 1.3673, 31.2643, 0.0726, -0.1412, -0.0009
Si, 4.1018, 4.1018, 31.2643, -0.0941, -0.0119, 0.1264
Si, 9.5708, 4.1018, 31.2643, 0.1287, -0.1212, -0.1265
Si, 1.3673, 6.8362, 31.2643, 0.1091, -0.1842, -0.0307
Si, 6.8362, 6.8362, 31.2643, 0.0257, -0.0099, -0.0494
Si, 4.1018, 9.5708, 31.2643, 0.1096, -0.1001, -0.1268
Si, 9.5708, 9.5708, 31.2643, 0.0177, 0.0055, 0.1224
Si, 2.7345, 0, 0.6835, 0.0981, 0.1304, 0.0207
Si, 8.2035, 0, 0.6835, -0.1191, 0.1119, 0.0266
Si, 0, 2.7345, 0.6835, -0.1379, 0.1775, -0.0414
Si, 5.469, 2.7345, 0.6835, -0.0227, -0.0047, -0.0142
Si, 2.7345, 5.469, 0.6835, -0.0204, 0.1389, 0.1308
Si, 8.2035, 5.469, 0.6835, -0.0272, 0.0141, 0.1287
Si, 0, 8.2035, 0.6835, 0.0082, -0.1095, -0.0871
Si, 5.469, 8.2035, 0.6835, -0.0477, 0.1531, 0.0416
Si, 4.1036, 1.3855, 2.0663, -0.0021, -0.001, -0.0031
Si, 9.5317, 1.4168, 2.0393, -0.0111, 0.0053, -0.011
Si, 1.347, 4.1294, 2.0523, 0.0037, 0.003, 0.0071
Si, 6.8162, 4.1116, 2.0587, -0.0015, 0.0015, -0.0014
Si, 4.1136, 6.8473, 2.0619, -0.0057, -0.0022, -0.0115
Si, 9.5644, 6.857, 2.0601, -0.001, 0.0051, -0.0074
Si, 1.3838, 9.5571, 2.0286, -0.0015, 0.003, -0.0023
Si, 6.8146, 9.5988, 2.0596, 0.0025, 0.0019, 0.0054
Si, -0.0042, 0.027, 3.2982, 0.0074, -0.0089, 0.0232
Si, 5.4799, 0.0512, 3.4747, 0.0023, -0.0078, -0.006
Si, 2.7517, 2.8037, 3.4002, -0.011, -0.0086, 0.0178
Si, 8.1619, 2.7695, 3.4633, 0.0072, 0.0035, -0.0143
Si, -0.0112, 5.5052, 3.4512, 0.0035, -0.0109, -0.0071
Si, 5.487, 5.5059, 3.441, 0.0089, 0.0019, -0.009
Si, 2.7763, 8.2468, 3.4374, -0.0107, -0.0006, -0.0014
Si, 8.1853, 8.238, 3.409, 0.006, 0.0027, 0.0048
Si, 1.3777, 1.3508, 4.6417, 0.0006, 0.0119, 0.0004
Si, 6.7701, 1.4649, 4.8985, -0.006, 0, 0.0152
Si, 4.083, 4.1885, 4.8138, -0.0218, 0.0111, 0.0054
Si, 9.4921, 4.1881, 4.8144, -0.0013, -0.0065, 0.0082
Si, 1.3712, 6.9246, 4.7902, 0.0042, 0.0009, 0.0034
Si, 6.9107, 6.8289, 4.8173, -0.0226, 0.0087, -0.0017
Si, 4.1348, 9.611, 4.8558, 0.0089, 0.0004, 0.0126
Si, 9.5352, 9.703, 4.6883, -0.0039, 0.0057, -0.013
Si, 2.7398, 0.1126, 6.141, -0.0205, -0.0227, -0.019
Si, 8.2066, 0.0655, 6.1892, 0.0194, -0.0065, 0.0195
Si, -0.0446, 2.6862, 5.9372, 0.0268, -0.0134, 0.0144
Si, 5.504, 2.9703, 6.2622, 0.0239, -0.0087, 0.0044
Si, 2.7132, 5.6025, 6.2187, 0.007, 0.0059, 0.0096
Si, 8.1795, 5.4829, 6.3287, 0.0115, -0.0299, 0.0064
Si, 0.0016, 8.3958, 6.022, 0.0019, 0.0061, -0.0036
Si, 5.5449, 8.2087, 6.1782, -0.0187, 0.0008, 0.0015
Si, 3.7766, 1.8358, 7.4009, -0.0184, 0.0246, 0.0145
Si, 9.8261, 1.2342, 7.4797, -0.0045, -0.0044, -0.0499
Si, 1.4181, 3.9057, 7.2362, 0.0001, -0.0185, -0.0368
Si, 6.629, 4.3921, 7.9264, -0.0863, 0.1008, -0.0221
Si, 4.3433, 6.7372, 7.5922, 0.0438, -0.0383, -0.0107
Si, 9.5135, 7.185, 7.3969, -0.0045, -0.0055, 0.0055
Si, 1.1206, 9.9271, 7.4432, -0.008, 0.013, 0.0192
Si, 7.1936, 9.3067, 7.487, 0.0017, 0.0002, -0.0029
O, 9.6211, 6.6148, 23.884, -0.0006, 0.0014, -0.0007
O, 4.1129, 1.252, 23.9926, 0.0009, -0.005, -0.0041
O, 8.3584, 8.2219, 8.0182, 0.0104, 0.009, -0.0076
O, 2.5716, 2.8938, 7.8374, 0.0104, 0.0041, 0.0145
O, 6.8545, 4.058, 23.9218, 0.0038, -0.0038, -0.0007
O, 1.4626, 9.4324, 23.9981, 0.0012, 0.0029, -0.0002
O, 5.4041, 5.6115, 8.1391, 0.0245, -0.0371, -0.0331
O, 0.0038, 0.1022, 7.9672, -0.0044, -0.0067, -0.0041
H, 6.5872, 9.8867, 8.7223, -0.0014, -0.0016, 0.001
O, 10.6544, 6.825, 8.5912, 0.004, 0.0017, 0.0001
O, 1.7149, 9.264, 8.8377, 0.0048, -0.0049, -0.0108
O, 4.2225, 1.2932, 8.883, 0.0077, 0.0033, -0.0175
O, 0.3602, 4.2569, 8.4654, -0.0031, 0.0138, 0.0108
O, 9.2545, 1.9742, 8.8598, -0.0058, 0.0075, 0.0234
O, 3.7392, 7.5403, 8.9246, 0.0022, -0.0053, -0.0048
H, 7.9472, 8.3445, 23.1707, -0.0009, 0.0015, -0.0011
H, 8.5998, 2.3271, 23.2997, -0.0013, 0.0005, -0.0014
O, 5.261, 5.9667, 23.0601, -0.0065, 0.0091, -0.0114
O, 2.2405, 2.838, 23.1427, -0.0065, 0.0049, -0.0088
O, 10.6856, 0.1114, 22.9169, -0.0013, 0.0057, -0.0198
O, 0.0419, 4.3856, 23.1827, 0.0046, -0.009, -0.0073
O, 3.4403, 7.9124, 23.1979, 0.0085, -0.0054, -0.0135
O, 5.9057, 10.3889, 23.1857, 0.0045, -0.0056, -0.0162
Si, 9.5609, 9.3182, 14.9622, -0.001, -0.0007, -0.0016
Si, 2.4377, 4.9748, 11.5815, -0.0017, 0.0019, 0.0222
Si, 0.8437, 0.7026, 14.6782, -0.0018, 0.0012, 0.0003
Si, 10.0452, 9.9362, 18.8519, 0.002, 0.0022, -0.0086
Si, 6.809, 0.4101, 11.6409, -0.0018, -0.0036, 0.0193
Si, 9.5578, 7.1876, 12.6904, 0.0034, 0.0054, 0.0082
Si, 2.0416, 9.2067, 17.9366, -0.0007, 0.0028, -0.0068
Si, 2.9602, 8.7204, 9.735, -0.0084, -0.0011, 0.0223
Si, 4.1752, 2.5026, 16.8423, -0.0004, 0.0012, -0.0053
Si, 4.5073, 7.1539, 22.2391, -0.0011, 0, 0.0003
Si, 10.8705, 5.3483, 16.7482, 0.001, 0.0018, -0.0075
Si, 2.6148, 6.3748, 17.8724, -0.0024, -0.0023, -0.0077
Si, 0.9679, 2.5586, 17.2479, 0.0011, 0.0009, -0.0075
Si, 5.7322, 6.6089, 16.9617, -0.0019, 0.0007, -0.0088
Si, 8.5927, 4.7311, 11.4465, -0.0046, -0.0008, 0.0119
Si, 11.0034, 5.496, 9.4729, -0.0022, -0.0142, 0.0079
Si, 3.0982, 0.1114, 20.1891, -0.0001, 0.0002, -0.01
Si, 1.6291, 7.5791, 12.442, -0.0022, 0.0047, 0.0105
Si, 5.7187, 9.8851, 21.6475, 0.0002, -0.0013, -0.0014
Si, 1.3557, 1.9051, 11.7442, -0.0017, -0.0034, 0.016
Si, 0.2601, 0.5522, 21.4275, -0.0041, 0.0016, 0.0019
Si, 2.688, 9.4459, 14.806, -0.0014, -0.0013, 0.0009
Si, 8.9354, 3.3111, 15.5433, 0.0023, 0.0026, -0.001
Si, 1.0268, 3.4588, 22.2607, -0.0014, 0.0003, -0.0006
Si, 9.3437, 1.8677, 10.49, 0.0043, -0.0001, 0.0064
Si, 5.5771, 8.7854, 14.9837, -0.0011, -0.0023, 0
Si, 6.7971, 8.3096, 12.2725, 0.0009, 0.0036, 0.0133
Si, 3.0411, 5.0657, 20.4895, -0.0003, 0.0016, -0.0089
Si, 9.3987, 1.6388, 18.2268, -0.0023, -0.0014, -0.0074
Si, 7.9366, 0.9153, 14.4121, -0.0012, -0.0004, 0.0013
Si, 5.9517, 4.3036, 15.1036, -0.0012, -0.0022, 0.0011
Si, 7.0041, 0.9128, 19.769, -0.0006, -0.0006, -0.0072
Si, 5.5593, 5.4934, 12.0989, -0.0007, 0.0041, 0.0132
Si, 4.6596, 2.6988, 19.7522, -0.0021, 0.0011, -0.0097
Si, 4.0225, 0.6224, 10.3336, 0.0001, 0.0029, 0.0148
Si, 6.0425, 0.2813, 16.7658, -0.0013, 0.0016, -0.004
Si, 8.7254, 7.6667, 17.5825, -0.0008, -0.0007, -0.0075
O, 0.1145, 1.7663, 18.4268, 0.0003, 0.0015, 0.0045
O, 6.0159, 9.681, 16.2698, -0.0007, -0.0018, 0.0014
O, 1.4831, 5.5561, 10.3489, 0.002, 0.0026, -0.0112
O, 6.9479, 4.9209, 11.401, 0.0032, 0.0022, -0.0003
O, 3.395, 1.6727, 19.8485, 0.0003, 0.0016, 0.006
O, 7.1138, 7.2351, 17.6737, -0.002, -0.0004, 0.0051
O, 6.944, 1.0714, 13.1418, -0.0017, -0.0007, -0.0077
O, 5.6895, 7.1374, 11.9452, -0.0008, -0.0022, -0.0068
O, 5.4044, 1.0497, 11.1121, 0.0004, 0.0017, -0.0088
O, 10.2653, 10.668, 20.3213, -0.0025, -0.0026, 0.0011
O, 8.9867, 8.7249, 16.3661, 0.0011, 0.0024, -0.0001
O, 1.8664, 3.47, 11.9066, 0.0006, 0.0025, -0.008
O, 0.5829, 1.8548, 15.8158, -0.0006, -0.0025, -0.0008
O, 8.9017, 2.716, 17.0953, -0.0011, 0.0025, 0.0002
O, 8.846, 3.1253, 11.4268, -0.001, 0.0031, -0.006
O, 4.9412, 3.0659, 18.1785, -0.0008, 0.0004, 0.001
O, 2.3561, 11.0361, 14.7516, -0.0007, 0.0005, 0.0009
O, 7.0716, 1.0705, 15.7901, 0.0026, 0.0013, -0.0007
O, 9.5825, 5.2698, 10.2602, -0.0012, 0.0016, -0.0044
O, 2.5861, 2.6212, 17.1757, -0.0013, 0.0006, 0.0038
O, 1.4515, 6.1042, 16.6604, -0.0018, -0.0006, 0.003
O, 2.1589, 7.7434, 18.6242, 0.0004, -0.0002, 0.0052
O, 5.9891, 2.0266, 20.3985, 0.0005, 0.0002, 0.0056
O, 9.1716, 8.5331, 18.9262, -0.0009, -0.0008, 0.0053
O, 3.6214, 6.4853, 21.0378, -0.0039, -0.0024, 0.0015
O, 0.806, 1.3696, 13.1988, 0.0006, 0.002, -0.0072
O, 2.1466, 6.0541, 12.7988, 0.0009, -0.0046, -0.0065
O, 8.4186, 1.7481, 19.5553, 0.0017, 0.001, 0.0049
O, 1.8215, 8.4975, 13.7908, -0.0015, -0.0021, -0.0051
O, 2.6552, 1.0916, 11.1474, 0.0004, 0.0004, -0.0094
O, 9.2395, 10.9848, 17.8638, -0.0008, 0.0014, 0.004
O, 6.9704, 10.5349, 20.7711, 0.0017, 0.0033, 0.0029
O, 9.1724, 2.0055, 14.5374, -0.0005, -0.0008, -0.0006
O, 10.9917, 7.49, 11.9808, -0.0028, -0.0006, -0.007
O, 6.7301, 8.5703, 13.8823, -0.0012, -0.0009, -0.0051
O, 6.4697, 0.3652, 18.3256, -0.0021, -0.0005, 0.0001
O, 0.383, 4.0379, 17.5855, -0.0013, 0.0012, 0.0046
O, 9.1741, 5.5795, 12.7653, -0.0029, -0.0042, -0.0057
O, 8.5305, 10.3544, 14.2641, 0.0004, 0.0013, -0.0008
O, 8.2489, 0.6886, 10.889, 0, -0.0001, -0.0089
O, 2.4423, 8.1916, 11.1893, 0.0008, -0.002, -0.009
O, 4.2331, 9.3572, 14.2963, 0.001, 0.0011, -0.0004
O, 6.5369, 9.7352, 11.5613, 0.0005, 0.0008, -0.007
O, 5.6049, 8.238, 21.6413, 0.0027, 0.0027, 0.004
O, 9.729, 7.9202, 14.1401, -0.0015, -0.0015, -0.0024
O, 8.3179, 7.866, 11.8729, -0.0013, 0.0007, -0.0061
O, 2.5167, 5.1733, 18.9518, 0.0001, 0.0038, 0.0016
O, 1.7723, 0.0264, 21.1152, 0.003, -0.0007, 0.0027
O, 1.7175, 4.5195, 21.2448, 0.0033, 0.0049, 0.0013
O, 10.9542, 1.6803, 10.8171, -0.0006, 0.0011, -0.0078
O, 10.0153, 4.5831, 15.504, -0.0016, -0.0005, 0.0014
O, 4.2968, 4.0281, 20.595, 0.0006, -0.0012, 0.0048
O, 5.5554, 5.0301, 13.6929, -0.0004, 0.0019, -0.0081
O, 0.4986, 9.6595, 18.064, 0.0004, 0.0001, 0.0046
O, 4.2623, 6.5281, 17.695, 0.0029, 0.0008, 0.0027
O, 3.966, 9.9475, 10.1118, 0.0051, 0.0015, -0.0103
O, 2.5228, 9.0075, 16.3832, 0.001, 0.002, -0.0007
O, 2.9539, 10.2715, 18.758, -0.0013, -0.0016, 0.0029
O, 7.4717, 3.7353, 14.9447, -0.0006, 0.0003, 0.0016
O, 5.3014, 7.3287, 15.5832, 0.0005, 0.0033, 0.0018
O, 10.8933, 10.2831, 15.0297, 0, 0.0014, 0.0007
O, 4.3209, 10.4115, 21.0181, -0.0037, 0.0026, 0.0033
O, 4.5537, 0.93, 16.6291, 0.0003, -0.0002, 0.0034
O, 4.7062, 3.2905, 15.5015, 0.0009, 0.0024, -0.0004
O, 9.761, 6.3748, 17.4149, 0.0008, -0.0006, 0.0036
O, 0.2538, 2.2196, 21.4694, -0.0017, -0.0014, 0.0028
O, 6.1696, 5.1401, 16.4848, 0.0001, 0.0002, 0.0018
O, 4.1106, 4.9952, 11.432, -0.001, -0.0014, -0.0105

Results
free energy: -134636.379 eV
free energy less fixed offsets of H -15.97, O -568.88, Si -635.61 eV per atom: 9.101 eV

The program warned: the cutoff lies below the one the program advises for these potential files; the exchange-correlation potential is rough where the density is thin.
